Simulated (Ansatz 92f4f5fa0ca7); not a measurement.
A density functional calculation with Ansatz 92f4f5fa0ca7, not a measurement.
Periodic cell of 256 atoms, Si144O112, from a study of silicon, its oxide and their interface. The atomic structure is a simulated model.
This geometry differs little from another in the collection (a relaxation step or a small displacement).

Settings
functional: r2SCAN
potential files: Ansatz PAW
basis: plane waves
wave-function cutoff: 800 eV
density cutoff ratio: 5
exchange-correlation grid ratio: 1
k mesh: 1 x 1 x 1, shifted by 0.5 0.5 0 of a step
self-consistency stop: 1e-10 eV per atom in the density residual
occupations: fixed
spin: none
net charge: 0

Cell vectors (angstrom)
a, 10.887, 0, 0
b, 0, 10.887, 0
c, 0, 0, 36.1327

Atoms and the computed forces on them: element, x, y, z (angstrom), force x, y, z (eV/angstrom)
Si, -0.1862, -0.1728, -0.4028, 0.0108, 0.0038, 0.0707
Si, 2.325, 3.047, 0.0948, -0.0175, -0.0015, 0.0727
Si, 0.1404, 5.3008, -0.0231, 0.0081, -0.0095, 0.0868
Si, 3.3306, 7.7797, 0.0574, 0, -0.0137, 0.0622
Si, 5.7032, -0.2225, 0.2627, 0.014, -0.003, 0.0671
Si, 7.6718, 3.311, 0.0213, -0.0056, 0.0057, 0.0768
Si, 5.3808, 5.4571, 0.4133, -0.0027, 0.0025, 0.0323
Si, 7.7451, 8.3431, 0.2442, 0.005, 0.0202, 0.0731
Si, 1.1448, 1.2981, 1.1183, 0.0006, 0.0036, -0.0114
Si, 3.9247, 4.0484, 1.5238, 0.0033, -0.0002, -0.0137
Si, 1.4568, 6.8142, 1.2349, -0.0025, 0.0057, -0.008
Si, 4.1545, 9.4479, 1.5127, -0.0058, 0.0068, -0.0184
Si, 6.8325, 1.4877, 1.3667, -0.0048, -0.0027, -0.0094
Si, 9.4158, 4.2219, 1.3403, -0.0008, 0.0018, -0.0145
Si, 6.7031, 6.8605, 1.6944, 0.0029, 0.0005, -0.0092
Si, 9.5345, 9.4705, 1.2595, 0.0038, 0.002, -0.006
Si, -0.1184, 2.7025, 2.6102, -0.0008, -0.0005, 0.0032
Si, 2.6172, 0.0056, 2.5838, -0.0011, -0.0051, -0.0006
Si, 0.0413, 8.1513, 2.6248, -0.0008, 0, 0.0037
Si, 2.6521, 5.4922, 2.809, -0.0001, 0.0056, 0.0064
Si, 5.38, 2.6934, 2.7733, 0.001, -0.0052, 0.0041
Si, 8.2391, 0.0631, 2.6574, 0.0061, 0.0063, -0.0008
Si, 5.3988, 8.2076, 3.0191, -0.0022, -0.0006, 0.0018
Si, 8.1767, 5.5063, 2.8524, 0.0043, 0.0019, 0.0013
Si, 1.2783, 4.0526, 4.034, 0.004, 0.0023, 0.0039
Si, 4.0061, 1.3122, 4.0484, 0.0017, 0.0059, 0.0005
Si, 1.3328, 9.5419, 4.0248, -0.0006, -0.0004, 0.0018
Si, 4.0104, 6.8007, 4.2226, -0.0012, 0.0033, 0.0011
Si, 6.7642, 4.0904, 4.1043, -0.0022, 0.0019, 0.0026
Si, 9.5219, 1.3789, 4.0879, 0.0013, -0.001, -0.0066
Si, 6.8715, 9.6172, 4.1149, -0.0044, -0.003, -0.0014
Si, 9.5831, 6.8567, 4.1076, -0.0025, 0, -0.0034
Si, 0.0041, 0.0142, 5.4289, 0.0044, -0.0016, 0.0034
Si, 2.687, 2.7166, 5.4049, -0.0016, -0.0016, 0.0043
Si, -0.0138, 5.4305, 5.4429, -0.0011, 0.0014, 0.0033
Si, 2.6596, 8.206, 5.4731, -0.0016, 0.0028, 0.0041
Si, 5.4273, 0.0175, 5.4375, -0.0001, 0.0021, 0.0028
Si, 8.1383, 2.7225, 5.4336, -0.0034, 0.0028, 0.0035
Si, 5.4276, 5.4405, 5.4973, 0.0026, -0.0017, 0.007
Si, 8.2045, 8.2211, 5.4566, 0.0032, 0.0016, 0.0007
Si, 1.3659, 1.3622, 6.8003, 0.0007, -0.0003, 0.0019
Si, 4.0604, 4.0572, 6.8071, -0.0001, 0.0011, 0.0045
Si, 1.3401, 6.799, 6.8038, 0.0003, 0.0002, 0.0039
Si, 4.0889, 9.5239, 6.796, 0.002, -0.0004, 0.0031
Si, 6.7856, 1.3798, 6.7955, 0, 0.0011, 0.0024
Si, 9.5056, 4.0777, 6.7881, 0.0009, 0.0025, 0.0028
Si, 6.8186, 6.8341, 6.7974, -0.0014, 0.0012, 0.0049
Si, 9.5453, 9.5596, 6.8251, -0.0001, 0.0036, 0.0022
Si, 0.0098, 2.7456, 8.1516, 0.0018, -0.0013, 0.0031
Si, 2.7498, 0.0027, 8.147, -0.0023, 0.0038, 0.0024
Si, -0.0012, 8.16, 8.158, -0.0009, -0.0007, 0.0033
Si, 2.7104, 5.4417, 8.1529, 0.0014, 0.0012, 0.0029
Si, 5.4505, 2.7215, 8.1656, 0.0009, 0.0025, 0.0032
Si, 8.1739, 0.0478, 8.1582, 0.0016, 0.0003, 0.0028
Si, 5.4341, 8.164, 8.17, 0.0001, 0.0003, 0.0048
Si, 8.1693, 5.4478, 8.1379, 0.0013, 0, 0.0021
Si, 1.361, 4.1028, 9.5408, 0.0016, -0.001, 0.0043
Si, 4.0968, 1.3632, 9.5157, -0.0027, 0.0008, 0.0044
Si, 1.3969, 9.5028, 9.4839, 0.0015, 0.0006, 0.0031
Si, 4.0705, 6.769, 9.529, 0.0042, 0.0041, 0.0021
Si, 6.8221, 4.094, 9.5044, 0, 0.0007, 0.0019
Si, 9.5586, 1.4024, 9.5302, -0.0023, 0.0007, 0.0024
Si, 6.8093, 9.5594, 9.4827, 0.0014, -0.0004, 0.0039
Si, 9.5563, 6.7631, 9.4982, -0.0022, 0.0021, 0.0034
Si, 0.0913, 0.0207, 10.8232, -0.0023, 0.0022, 0.0008
Si, 2.7524, 2.7419, 10.8665, -0.0009, 0.0013, -0.0011
Si, 0.02, 5.4518, 10.9504, -0.0007, 0.0017, -0.0002
Si, 2.678, 8.108, 10.8874, -0.0047, -0.0022, -0.0004
Si, 5.4537, 0.0126, 10.8762, 0.0026, 0.0015, 0.0041
Si, 8.2321, 2.8096, 10.8932, 0.0021, 0.0017, -0.0011
Si, 5.4315, 5.3893, 10.8757, -0.0014, -0.0016, 0.0026
Si, 8.1856, 8.1528, 10.7529, -0.0018, 0.0026, -0.0015
Si, 1.4592, 1.3643, 12.2326, 0.0033, 0.0048, 0.0032
Si, 4.0933, 4.0295, 12.3084, 0.0013, -0.0004, 0.0041
Si, 1.3537, 6.781, 12.3819, 0.0033, 0.0011, 0.0035
Si, 4.0528, 9.4785, 12.1616, 0.0031, 0.0036, 0.0021
Si, 6.851, 1.4362, 12.1633, -0.0063, -0.0024, 0.0013
Si, 9.5848, 4.1299, 12.3772, -0.0012, 0.0011, 0.0026
Si, 6.817, 6.8142, 12.0878, 0.0014, 0.0028, 0.0027
Si, 9.6204, 9.4671, 12.0423, 0.0004, -0.0014, 0.0011
Si, 0.1336, 2.6796, 13.6767, -0.002, 0.0042, -0.0101
Si, 2.8352, -0.0199, 13.5931, 0.0038, 0.0046, -0.0126
Si, -0.0394, 8.2487, 13.6592, -0.0035, 0.0047, -0.0108
Si, 2.7667, 5.3959, 13.744, 0.0008, 0.0021, -0.0143
Si, 5.5186, 2.6819, 13.6764, -0.002, -0.0046, -0.0073
Si, 8.2698, -0.03, 13.2722, 0.0004, -0.002, -0.0138
Si, 5.4257, 8.1058, 13.4426, 0.0065, 0.0023, -0.0116
Si, 8.1526, 5.6314, 13.5857, -0.0066, 0.0051, -0.0189
Si, 1.4932, 3.9705, 15.1652, 0.0205, -0.007, 0.0942
Si, 4.6013, 0.855, 14.944, -0.0144, 0.0064, 0.1056
Si, 1.1864, 9.8438, 14.92, 0.0095, -0.0053, 0.0853
Si, 4.3707, 6.6362, 14.9566, -0.0075, 0.0131, 0.0841
Si, 6.5895, 4.4513, 14.8324, 0.0134, 0.003, 0.0795
Si, 9.7591, 1.009, 14.7137, -0.0202, -0.0052, 0.078
Si, 6.839, 9.5589, 14.5383, 0.0021, -0.0019, 0.0471
Si, 9.0294, 7.3979, 14.9556, 0.0024, -0.0045, 0.0858
Si, -1.2023, 4.3134, 22.6917, -0.0003, -0.0374, -0.0606
Si, -0.421, 20.2057, 21.2461, 0.0194, -0.0005, -0.0358
Si, 0.0426, 26.4162, 25.4654, -0.003, -0.0076, -0.0989
Si, -7.6367, 15.4994, 21.7604, -0.0011, -0.0226, -0.0479
Si, 3.4024, 2.4601, 17.3388, 0.0117, -0.0089, 0.1427
Si, 8.8159, 0.7208, 21.3247, 0.0091, 0.0184, -0.0591
Si, 9.0469, 6.6445, 34.0391, -0.0121, -0.0045, 0.0934
Si, 7.7069, -5.0751, 29.2414, 0.0074, 0.0097, -0.0917
Si, -8.5469, 11.6752, 24.8922, -0.0149, 0.0149, -0.121
Si, -2.5722, 8.5632, 25.1952, -0.0175, 0.0014, -0.122
Si, -15.537, -19.7718, 32.3147, 0.0017, 0.0029, 0.016
Si, 0.7452, 13.3859, 29.5325, 0.0039, 0.0315, -0.0736
Si, -12.5928, 25.3264, 27.8043, 0.0136, 0.0041, -0.0954
Si, 2.2425, -12.0916, 33.8857, -0.0052, -0.0002, 0.0913
Si, -15.9108, 2.423, 18.7416, -0.0068, 0.0062, 0.0487
Si, -6.8265, -8.7924, 22.8125, -0.0113, 0.0019, -0.0996
Si, 0.0153, 27.814, 16.8574, -0.0035, -0.0088, 0.1095
Si, 1.0445, -7.7877, 20.8192, -0.0181, -0.0186, -0.0401
Si, -5.7669, 0.3104, 29.9386, 0.0022, -0.009, -0.053
Si, -8.9507, 17.846, 25.2408, 0.01, 0.0016, -0.0938
Si, -5.8629, -4.6042, 30.563, -0.0166, -0.0054, -0.0483
Si, 8.6537, 1.4773, 33.892, 0.0021, 0.0078, 0.0932
Si, -0.881, 22.4858, 31.3904, -0.0048, 0.0097, -0.0297
Si, 24.6504, 0.8895, 27.8725, -0.0036, -0.0195, -0.0861
Si, 14.8523, 12.2343, 34.2213, -0.0006, 0.0135, 0.0685
Si, -7.9776, -6.4985, 26.104, 0.008, 0.0068, -0.0952
Si, -21.3089, 22.6169, 22.6533, 0.0087, -0.003, -0.0696
Si, 5.6576, -4.8815, 22.6305, -0.014, -0.0036, -0.055
Si, 13.7573, 9.4057, 26.4454, -0.0071, -0.0161, -0.1006
Si, 5.549, 14.5554, 24.6445, 0.0004, 0.0048, -0.0886
Si, -8.4042, 15.818, 29.2428, -0.0042, -0.0172, -0.0676
Si, 3.0757, 7.3619, 22.6053, 0.0074, 0.0272, -0.0638
Si, 7.263, 5.0174, 32.0486, -0.0059, -0.0012, -0.0029
Si, 16.8192, -11.6712, 25.8151, 0.0157, -0.0012, -0.0799
Si, 3.2675, 8.8884, 31.0416, 0.0128, 0.0044, -0.0299
Si, 8.1816, 24.4178, 16.8055, -0.0022, 0.0063, 0.1256
Si, -8.5654, 8.9661, 20.009, 0.0229, -0.0278, -0.0014
Si, 0.9077, -3.2503, 29.5724, 0.0035, -0.0072, -0.0741
Si, 7.8944, 3.3542, 20.5937, -0.0042, -0.0099, -0.0004
Si, -18.0923, 0.9728, 19.8212, 0.0262, 0.0256, 0.0143
Si, 18.2849, 1.8487, 26.0462, -0.0165, 0.0018, -0.0958
Si, 20.2774, -2.6586, 27.9142, 0.0007, -0.0025, -0.0525
Si, 18.8845, 20.9509, 29.8084, -0.0102, 0.0057, -0.0595
Si, -2.3592, 7.0787, 22.5673, 0.0152, -0.0084, -0.0563
Si, -1.1271, -2.2871, 31.6639, -0.003, 0.0001, -0.0175
Si, -3.3258, 0.0809, 23.7805, 0.0121, 0.003, -0.055
Si, -0.8516, 4.0197, 18.7614, 0.0181, -0.0085, 0.0372
Si, 24.2672, 18.9013, 17.035, 0.0277, 0.0068, 0.1456
O, -2.7828, 5.5449, -2.8137, -0.0018, 0.0004, -0.0111
O, 1.4426, 3.8168, -10.4831, 0.0117, -0.0005, 0.0346
O, 2.1187, 10.1199, -10.924, 0.0111, -0.0112, 0.0497
O, 4.0503, -0.6069, -5.3872, -0.014, -0.014, 0.0271
O, -8.1216, 8.278, -17.5226, -0.0069, -0.0101, -0.0735
O, -6.4887, 6.5729, -0.3741, -0.0005, 0.0016, -0.0368
O, 8.1473, 7.3866, -0.9945, 0.031, -0.0354, -0.0971
O, 4.3995, 7.7169, -5.1389, -0.0013, 0.0031, 0.008
O, 2.256, -2.9588, -9.6314, 0.0033, 0.0127, 0.052
O, 13.765, 1.4148, -9.8254, 0.0088, -0.0003, 0.0619
O, 7.9847, 12.2898, -11.5288, -0.0032, 0.0109, 0.0524
O, 2.9104, 0.2536, -2.4451, -0.0098, -0.0098, -0.0202
O, 3.0022, 8.6183, -1.2983, -0.0262, 0.0507, -0.0838
O, 8.7296, 11.413, -5.7541, 0.0093, 0.0013, 0.0136
O, 10.32, 5.9308, -1.3697, -0.03, 0.0245, -0.087
O, -1.2915, 6.8706, 16.4048, -0.0231, 0.0202, -0.0826
O, -5.0896, 16.5946, 31.8722, 0.0055, -0.0114, 0.0179
O, -1.351, -3.0753, 33.0394, -0.0005, 0.0082, -0.021
O, 0.4499, 10.1163, 22.3959, 0.004, 0.0057, 0.0234
O, 1.9448, 9.3461, 16.2942, -0.0322, 0.0465, -0.0955
O, 1.3386, 17.8067, 16.896, -0.0046, -0.0118, -0.0518
O, 7.4462, 3.876, 16.0884, -0.0484, 0.0382, -0.0812
O, -14.7264, 6.6052, 22.0101, 0.0019, 0.0019, 0.0189
O, 9.5099, 3.2109, 17.491, -0.008, -0.0081, -0.0537
O, -8.1046, 12.7035, 18.721, 0.0062, 0.0207, -0.0544
O, 8.6802, 1.4681, 15.8468, 0.0329, -0.0453, -0.1029
O, 17.2614, 3.3184, 20.0247, -0.0023, -0.0143, -0.0187
O, 3.1748, 25.2394, 22.9084, 0.0105, 0.0004, 0.0257
O, 8.2287, 18.2455, 24.1331, 0.0035, 0.0131, 0.0475
O, 5.7897, 10.6286, 15.295, 0.006, -0.0095, -0.0457
O, 0.2378, 3.044, 19.4363, -0.0081, 0.0106, -0.0069
O, -2.2892, -3.9218, 28.5483, -0.0131, -0.0108, 0.0244
O, -3.3547, 11.1128, 22.1752, -0.0072, -0.0081, 0.0699
O, 0.0116, 10.9069, 15.3845, 0.0014, 0.001, -0.0435
O, 5.4911, 2.5543, 23.4351, 0.0086, 0.0013, 0.0355
O, 5.1805, 1.0062, 19.1746, 0.012, 0.0032, 0.0101
O, -6.2389, 29.0003, 23.0023, 0.007, 0.001, 0.0195
O, -8.4415, 16.8063, 22.2183, -0.022, -0.027, 0.0086
O, -1.0678, 12.203, 22.4649, -0.0106, 0.0092, 0.0269
O, 17.3631, -6.4672, 35.7914, 0.0022, 0.0001, -0.0308
O, 4.7373, 3.2544, 17.8822, -0.0039, 0.0028, -0.0508
O, 2.9911, 19.1933, 21.3168, -0.0025, 0.0059, 0.0059
O, -6.081, 5.0828, 21.5523, 0.0061, 0.0007, 0.0231
O, 0.2698, 4.8627, 15.7828, 0.0295, -0.029, -0.0644
O, 4.2834, 1.0172, 28.7068, 0.0008, 0.0059, 0.0298
O, -5.4129, 5.5086, 15.435, -0.0034, 0.0001, -0.0395
O, -4.7428, -15.4749, 29.3543, 0.0004, 0.0007, 0.0292
O, 4.838, 2.1041, 33.1065, 0.0012, 0.0004, -0.0146
O, 4.4789, -12.2022, 26.2301, -0.0096, -0.0036, 0.029
O, -2.2358, -1.0248, 24.2816, -0.0032, -0.0207, 0.0466
O, -1.3143, -5.0018, 22.4338, -0.0097, 0.0173, 0.0347
O, 8.2528, 3.6791, 22.1568, 0.0025, 0.0089, 0.0148
O, -7.9659, 10.4624, 19.976, -0.0065, 0.0141, 0.0052
O, 0.4909, 17.0979, 25.2739, -0.0051, -0.0053, 0.0264
O, -19.355, 14.8251, 20.5417, 0.0199, 0.0129, 0.0143
O, 6.4476, -10.2905, 26.563, -0.0025, -0.0011, 0.0331
O, 20.4379, -11.3364, 20.5026, -0.0013, -0.0029, 0.012
O, 0.1005, 3.8658, 21.8689, -0.0178, 0.0179, 0.0695
O, -9.9091, 23.0379, 24.1308, 0.0179, -0.0062, 0.0516
O, 19.0459, 5.4428, 30.7584, 0.0117, 0.0007, 0.0322
O, -2.0976, 4.3833, 19.7285, -0.0026, 0.0141, -0.0029
O, 2.1847, -3.0837, 23.8767, -0.0073, 0.0004, 0.0558
O, 7.2451, 1.0253, 33.1782, -0.0066, 0.0033, -0.0202
O, 17.6373, -1.3553, 35.8156, 0.0018, -0.0019, -0.0279
O, 5.9066, -5.7878, 23.9627, -0.0018, -0.0142, 0.0383
O, -26.0135, -7.639, 25.742, 0.0167, -0.0145, 0.0475
O, -13.8863, 8.5366, 15.3568, -0.0049, 0.0014, -0.0382
O, -1.4858, 11.3375, 34.9166, -0.0343, 0.0339, -0.0641
O, 0.0586, 19.0973, 28.331, 0.0096, 0.0006, 0.0537
O, -7.0722, 7.4304, 16.2923, 0.0311, -0.0274, -0.0905
O, -11.0019, -3.2299, 30.8288, -0.0146, 0.003, 0.0311
O, -8.5261, 3.3542, 16.4581, -0.0537, 0.0334, -0.1105
O, 4.9638, 0.5232, 35.1661, -0.0276, 0.0313, -0.0766
O, -0.2011, 16.3106, 18.3276, -0.0035, 0.0032, -0.0353
O, -9.2595, 1.6608, 28.4869, -0.0108, 0.0139, 0.032
O, 2.3907, 9.0035, 32.4122, -0.0033, -0.0137, -0.0217
O, -15.6969, -0.4235, 24.2267, -0.013, -0.0105, 0.0504
O, -11.7682, -6.4001, 26.7709, -0.0318, -0.019, 0.0672
O, 0.6996, -2.0891, 20.1892, -0.0049, 0.0027, 0.0191
O, 14.6936, 5.3265, 30.0797, 0.0112, 0.0086, 0.0253
O, 36.1441, 11.8394, 23.7731, -0.013, -0.0132, 0.0435
O, -8.3479, 21.0808, 27.8064, 0.0056, 0.0305, 0.0506
O, -20.476, 23.3894, 21.461, -0.0077, -0.0029, 0.0246
O, -6.8565, 1.6033, 21.2847, -0.0031, -0.0107, 0.0178
O, 22.1417, -9.4343, 30.6982, -0.0077, -0.0192, 0.0351
O, 8.5454, 13.104, 27.1219, 0.0166, 0.008, 0.043
O, -2.5505, 2.821, 34.7365, 0.0182, -0.037, -0.0905
O, 20.3057, 8.217, 26.3017, 0.015, -0.004, 0.0765
O, -3.7616, 2.0225, 17.8384, 0.0165, 0.0065, -0.0377
O, 1.7126, -7.173, 29.9957, -0.0009, -0.0037, 0.0223
O, 20.5527, 1.6734, 32.6487, 0.0139, -0.0008, -0.0199
O, -13.3397, 1.8585, 20.2836, 0.0134, -0.019, 0.0201
O, -1.5312, 8.2728, 21.8184, -0.0118, -0.0125, 0.0224
O, -14.8302, 8.8462, 26.0287, -0.0043, -0.0037, 0.0402
O, 2.9125, -6.3896, 27.7275, -0.0001, 0.0174, 0.078
O, 12.3145, -4.7324, 29.206, -0.0046, 0.0123, 0.0221
O, 8.6905, -12.1699, 28.4193, -0.0026, 0.0115, 0.0442
O, 17.2995, 21.1673, 29.5199, 0.003, 0.0027, 0.0225
O, 8.3322, 19.7621, 30.8976, 0.0048, -0.0027, 0.0202
O, -0.6387, 35.7273, 28.9191, 0.0161, -0.0164, 0.0344
O, 25.9534, 14.495, 25.5117, -0.0224, 0.0002, 0.0393
O, 10.4023, 10.0909, 31.8823, 0.0032, -0.0018, -0.0008
O, -6.9577, 1.2649, 16.3774, 0.0245, -0.0446, -0.1197
O, 3.1572, 2.5322, 34.9378, 0.0359, -0.0325, -0.0779
O, 1.2194, -6.7527, 35.6676, -0.0006, 0.0054, -0.0417
O, -7.814, 5.8272, 25.3813, -0.0157, -0.0242, 0.0435
O, -0.8709, 14.9595, 24.2529, 0.022, 0.0108, 0.044
O, 17.8829, 14.3087, 32.1434, 0.0049, 0.0064, -0.0059
O, 11.6772, -0.9293, 34.6204, 0.0279, -0.0137, -0.0527
O, -5.088, 1.4501, 30.8608, 0.0004, 0.0032, 0.0039
O, 7.9641, 4.445, 28.3984, -0.0135, 0.0191, 0.0403
O, 23.9601, 8.5537, 29.896, 0.002, 0.003, 0.0127

Results
free energy: -155986.615 eV
free energy less fixed offsets of O -570.45, Si -639.56 eV per atom: 0.425 eV

The program warned: the cutoff lies below the one the program advises for these potential files; the forces do not sum to zero within the program's tolerance; empty levels may hold ghost states of the PAW files; the exchange-correlation potential is rough where the density is thin.
